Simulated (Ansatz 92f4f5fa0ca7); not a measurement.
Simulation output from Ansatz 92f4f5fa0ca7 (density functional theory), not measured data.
Periodic cell of 236 atoms, Si134O102, from a study of silicon, its oxide and their interface. The atomic structure is a simulated model.

Settings
functional: r2SCAN
potential files: Ansatz norm-conserving
basis: plane waves
wave-function cutoff: 1300 eV
density cutoff ratio: 4
exchange-correlation grid ratio: 1
k mesh: 2 x 2 x 1, shifted by 0.5 0.5 0.5 of a step
self-consistency stop: 5e-08 eV per atom in the density residual
occupations: Fermi-Dirac, 0.05 eV
spin: none
net charge: 0

Cell vectors (angstrom)
a 11.5403 0 0
b 0 15.3871 0
c -2.7975 5.5035 22.8148

Atoms and the computed forces on them: element, x, y, z (angstrom), force x, y, z (eV/angstrom)
Si 0.8611 -2.7732 1.0125 0.2143 -0.1758 -0.2511
Si -0.0296 0.4402 -1.0922 -0.3683 0.1709 -0.2442
Si 0.1735 5.612 -0.7026 0.1071 -0.2895 -0.3721
Si -0.171 7.96 -0.5213 0.1813 0.3203 -0.1824
Si 5.4085 -1.0616 0.5549 0.1918 0.6745 0.3653
Si 4.5964 0.8714 -0.6827 0.2844 0.3684 -0.4688
Si 3.6928 5.7185 -0.7055 0.1024 -0.7063 -0.2075
Si 3.7336 8.1592 -0.5871 -0.0034 0.7518 -0.4666
Si 8.2205 -2.1158 -0.5056 0.4687 0.367 -0.3652
Si 8.1865 2.2941 0.0158 -0.0096 -0.0581 -0.5848
Si 7.7448 4.9424 -0.9501 0.1561 -0.4124 -0.4936
Si 7.5008 8.5892 -0.5108 0.1981 0.6019 0.1929
Si 3.0436 10.3164 -2.6316 -0.2168 0.0701 -0.1228
Si 1.6476 1.0324 0.5614 0.2418 -0.0802 -0.2106
Si 1.9059 4.9876 0.7216 0.1368 0.0822 -0.1522
Si 1.7806 8.6748 0.6775 -0.3421 -0.2372 -0.0112
Si 4.7439 -3.2708 0.4669 0.104 -0.5972 -0.1968
Si 5.8808 2.5574 0.4495 -0.3649 -0.3314 0.0868
Si 5.6735 4.8843 0.2478 0.129 0.4664 -0.0481
Si 5.5605 8.4987 0.8313 -0.0893 -0.0398 0.0441
Si 9.8741 -2.8751 1.0026 0.2381 0.2586 0.1783
Si 9.409 0.2886 -0.0309 0.0446 -0.1405 -0.3296
Si 9.6186 5.0935 0.4965 -0.0521 0.2641 0.1062
Si 9.4445 8.5421 0.7816 0.2066 0.1475 0.3651
Si 1.6264 -0.827 2.1347 -0.0138 0.1126 0.3027
Si 1.6993 2.9732 1.9635 0.0261 0.0596 0.2228
Si 1.7927 6.7822 2.1588 -0.0038 0.1221 0.1459
Si 1.528 10.5986 2.0938 0.0062 -0.0177 -0.0622
Si 5.4228 -0.2059 2.7157 0.1111 0.0719 0.2051
Si 5.5394 2.179 2.6846 -0.1122 -0.137 -0.0266
Si 5.5843 6.4937 2.0881 -0.0092 -0.2247 0.0268
Si 5.4191 10.5293 2.0856 0.1467 0.1264 0.0214
Si 9.3848 -0.8432 2.1748 -0.169 -0.0221 -0.0003
Si 9.2549 3.2128 1.974 -0.1076 -0.3248 0.0044
Si 9.4549 6.7032 2.1654 0.0856 0.1281 -0.1602
Si 9.3659 10.5403 2.1288 0.0811 -0.023 -0.2673
Si -0.2466 -0.811 3.5388 -0.1629 0.1483 0.1895
Si -0.2697 3.0131 3.2983 -0.1044 0.0186 0.0029
Si -0.1484 6.7347 3.4591 0.0545 0.0528 -0.1214
Si -0.3214 10.5477 3.5278 -0.1214 -0.1532 0.0859
Si 3.4383 -0.7946 3.8029 -0.1553 -0.0438 -0.1327
Si 3.5034 2.8849 3.6056 -0.0264 -0.1632 -0.1488
Si 3.6709 6.5731 3.5589 -0.1234 0.1013 -0.0557
Si 3.4971 10.5727 3.3936 -0.0615 0.1083 0.148
Si 7.4738 -0.8464 3.7047 0.1854 0.0065 -0.1706
Si 7.5224 2.9073 3.721 0.1812 0.1119 -0.0468
Si 7.4784 6.6833 3.4312 0.0322 -0.0852 0.0724
Si 7.3975 10.6912 3.4532 -0.0482 -0.1253 0.145
Si -0.3041 12.5279 4.848 0.1356 0.1823 -0.2089
Si -0.2111 1.165 4.7782 -0.0817 -0.0658 -0.2074
Si -0.196 4.8713 4.8453 -0.1173 -0.1523 -0.1793
Si -0.3048 8.6119 4.7837 0.0778 0.0642 0.1247
Si 3.5286 12.4553 4.8376 -0.0674 -0.0967 -0.1464
Si 3.4268 1.1939 5.2248 0.0511 0.0657 0.2521
Si 3.5767 4.7027 5.1046 -0.0067 0.0159 0.0428
Si 3.5635 8.6224 4.6937 0.0358 0.0275 0.2208
Si 7.428 12.5625 5.0139 -0.0737 -0.0395 -0.0758
Si 7.5375 0.9802 5.1882 0.0437 0.0268 -0.0002
Si 7.4281 4.9132 4.9504 -0.049 -0.016 -0.0147
Si 7.3968 8.6577 4.7294 -0.1066 -0.0304 0.0446
Si 1.6154 12.438 6.2046 0.0429 0.0412 -0.0569
Si 1.4024 1.2327 6.4884 0.084 -0.1236 -0.1491
Si 1.5345 4.7062 6.4559 -0.0466 -0.0096 0.0725
Si 1.6369 8.6645 6.0421 -0.0943 -0.0017 -0.3164
Si 5.3844 12.4886 6.269 -0.0723 0.058 0.0734
Si 5.5451 1.1391 6.5748 0.0772 -0.0724 0.0684
Si 5.5991 4.8228 6.4252 0.257 -0.0778 0.1001
Si 5.4423 8.5932 6.0752 -0.1825 0.2164 -0.1154
Si 9.4259 12.3224 6.3498 0.132 0.1719 0.7167
Si 9.5707 1.273 6.2839 0.1584 -0.4262 0.1436
Si 9.4125 5.048 6.194 0.0392 -0.1511 0.1356
Si 9.3219 8.5141 6.0971 0.2017 0.1697 0.0557
Si 1.707 -0.9155 7.4006 0.2179 -0.2352 0.6124
Si 0.5017 2.9775 7.9597 0.7677 -0.2055 0.7636
Si 3.339 7.4234 8.8219 -0.1282 -0.8751 0.4612
Si 1.5847 10.4634 7.5479 0.1079 0.1092 0.0324
Si 5.2942 13.4594 10.3672 0.2138 -0.059 0.4696
Si 6.4231 3.1005 7.9328 -0.3449 0.1735 0.0287
Si 5.3782 6.8149 7.654 -0.1987 0.1796 -0.0582
Si 7.4433 9.9186 8.5831 -0.1303 0.1504 0.0538
Si 10.4493 -0.9509 8.4522 0.1262 -0.0736 0.2479
Si 9.5951 3.1891 7.5114 -0.9652 0.092 -0.5089
Si 9.3281 6.8177 7.7192 -0.1553 0.1522 -0.0549
Si 9.4535 10.3301 7.5243 -0.1309 -0.0702 -0.1328
Si 0.2774 11.1602 11.8037 -0.0485 0.2139 0.2812
Si 1.83 3.2045 10.8796 0.3242 0.0454 0.2106
Si -0.2084 7.4381 8.8299 0.1772 -0.654 0.2867
Si -0.2376 9.7884 8.928 0.0852 0.5763 0.8331
Si 4.8801 -0.9423 7.5836 -0.1218 0.0416 0.472
Si 4.945 3.0556 10.6845 0.2097 -0.3305 0.2721
Si 1.5741 6.8243 7.4207 -0.0941 0.2292 0.0774
Si 3.4859 9.7982 8.7575 0.0692 0.8845 0.6992
Si 6.3294 15.8649 11.5974 0.2256 0.0658 0.2978
Si 5.7587 4.0448 13.5765 0.2631 -0.0156 0.1713
Si 7.3046 7.5354 8.7587 0.199 -0.1838 0.6164
Si 5.4203 10.4519 7.4988 0.0563 -0.0367 0.021
Si 2.0659 6.591 14.023 0.1821 0.0918 0.2871
Si 1.4834 6.3186 11.099 0.0123 0.2537 0.2289
Si 6.6097 8.0031 11.6561 0.0235 0.0799 0.3046
Si 8.4514 11.0851 15.3188 -0.1307 -0.0155 0.0569
Si 4.8894 5.4591 18.1892 0.1388 0.266 -0.1016
Si -1.3235 0.7405 13.7994 -0.2466 -0.1221 0.0355
Si 7.3477 17.1837 14.264 0.0513 0.058 -0.1037
Si 10.431 13.6901 18.4483 -0.2709 0.0633 -0.2259
Si 4.9636 12.9753 20.3026 -0.0082 -0.7824 -0.6581
Si -2.4704 12.2695 12.5065 -0.2794 0.1213 0.1673
Si 4.273 14.1409 17.644 0.3186 -0.1397 -0.2848
Si 1.473 2.0227 13.8243 -0.3914 -0.5513 -0.0729
Si 7.0728 10.789 10.6801 0.1131 -0.1041 0.1558
Si 3.0797 11.8147 11.0971 0.1113 0.1196 0.147
Si 2.0112 3.8474 15.1239 -0.0394 0.1857 0.0052
Si 9.3644 7.1759 16.4762 -0.1917 -0.0815 -0.0683
Si 6.7318 15.5181 16.5937 0.1565 0.0346 -0.4232
Si 7.7994 1.3132 18.9217 0.1219 -0.0756 -0.2529
Si 7.569 8.1672 14.3755 0.0459 -0.0912 0.2506
Si 4.0915 3.5986 16.0129 1.0013 0.045 0.3601
Si 6.0786 12.7175 15.833 0.22 -0.2392 -0.184
Si 0.0714 13.8861 15.4544 -0.6889 -0.1133 -0.2086
Si -3.7661 6.3518 18.8949 -0.1858 0.0171 -0.5276
Si 2.2562 14.7039 15.309 0.5364 0.1085 -0.25
Si 9.0859 15.0268 11.2395 -0.3206 -0.0007 0.1945
Si 5.0315 7.0765 13.8162 0.0436 0.1367 0.4029
Si 3.7315 12.2298 14.0651 0.1952 -0.1974 0.2019
Si -3.6276 13.9552 20.0721 0.1669 0.0474 -0.1864
Si -0.6726 10.9225 19.6861 -0.218 -0.3895 -0.3044
Si 1.1042 11.0166 14.6807 0.1221 -0.1332 0.2098
Si -0.1947 17.7363 22.339 -0.8842 -0.0273 -0.2397
Si 0.4431 5.9135 16.4699 -0.2963 0.1299 0.0758
Si 2.0569 5.8673 19.0333 0.2867 0.2153 -0.2821
Si -0.7275 9.9098 16.7778 -0.1003 -0.0837 -0.3667
Si 4.2717 17.0498 21.3063 -0.5451 -0.3856 -0.9366
Si -2.216 3.9075 19.531 -0.1414 0.1138 -0.5675
Si 4.9292 2.5779 18.6412 0.005 0.1807 -0.4767
Si 0.6406 18.712 19.6865 -0.0133 0.2741 -0.5005
O 7.0267 -1.3345 0.332 0.4396 -0.3246 -0.3623
O 3.0378 1.1208 -0.3192 0.0085 -0.2271 0.2782
O 9.6613 13.1845 7.7838 0.085 0.1951 -0.6002
O 10.0738 0.3291 7.56 -0.1299 -0.2371 -0.0555
O 0.5382 -1.1263 8.5674 -0.2747 0.042 -0.3927
O 3.2604 -0.8556 8.0087 0.2391 0.0495 -0.6035
O 0.9628 2.7548 9.5728 -0.2396 0.1422 -0.6181
O 2.281 0.7457 14.4945 -0.1115 0.0997 0.0035
O 5.6973 14.2319 9.005 -0.2536 0.0095 -0.2548
O 5.619 14.4169 11.6365 -0.0432 -0.1431 -0.4485
O 5.7394 3.5403 9.3649 0.1321 -0.1432 -0.262
O 3.3772 3.2095 10.3945 -0.1816 0.0092 0.0813
O 1.5048 12.0971 11.3076 0.0853 -0.3285 -0.1357
O 9.9404 -0.7874 9.9665 0.0406 -0.045 -0.3144
O 2.1343 10.9364 -1.4137 0.5808 0.2374 -0.0548
O 1.8873 4.2397 19.1788 -0.1817 -0.0915 0.2357
O -3.3231 6.8525 20.3899 0.217 -0.5552 0.3003
O 0.4535 -1.0238 -1.748 -0.0365 0.3764 0.0384
O 0.6965 5.2653 -2.2997 0.1431 0.3143 0.4353
O 3.9575 9.1383 -1.961 -0.1057 -0.1396 0.3617
O 5.5583 -3.6755 -0.9342 -0.0005 -0.204 0.0437
O 0.5811 10.5036 20.6332 -0.2048 0.5374 0.3767
O 4.6656 1.0313 -2.3225 -0.1146 -0.2839 0.3957
O 3.9685 13.6665 19.1699 0.2633 -0.0347 0.194
O 4.1 17.0661 19.6774 0.0626 -0.091 0.3763
O 8.9731 -0.8444 -1.2509 -0.3362 -0.0761 0.7648
O 8.1781 3.3494 -1.3521 -0.0927 0.0482 1.0113
O 7.5526 5.8344 -2.3356 0.2531 0.4152 0.2913
O 6.5161 13.1586 19.792 -0.3478 0.2377 0.2825
O 6.4977 2.2287 18.7127 -0.1455 -0.1463 0.1663
O -2.9851 13.7364 12.0736 0.1702 0.0975 -0.1582
O -0.1703 10.1998 10.5768 0.0092 -0.2529 -0.7393
O 5.3755 3.8845 12.0122 -0.0866 -0.0955 -0.1433
O 1.4097 4.7129 11.2806 0.0296 -0.003 -0.1239
O 0.1236 6.7843 10.333 0.1157 0.2464 -0.3896
O 6.1523 12.1038 10.5384 -0.1139 0.0957 -0.0113
O 5.2976 16.8768 10.897 -0.0176 0.2437 -0.0389
O 2.9808 14.6825 16.801 0.1419 -0.108 -0.0695
O 8.0524 3.0494 8.2651 0.1914 0.1176 -0.1856
O 5.2074 7.421 12.2377 0.1634 -0.0887 0.0001
O 3.357 10.4389 10.2998 0.0225 -0.2196 -0.413
O 10.006 15.9423 12.2028 -0.1088 -0.1606 0.075
O 8.8965 16.7846 14.4537 -0.0231 -0.0984 -0.1381
O 2.8462 6.7446 10.2899 -0.0323 0.2493 -0.2095
O 3.5355 6.2864 18.5032 -0.1694 -0.3177 0.094
O 1.7017 2.2377 12.2024 0.0643 0.1751 -0.1684
O 7.7464 15.8354 10.7827 -0.0594 -0.1193 0.1613
O 10.3648 5.9109 16.4934 0.2243 0.2104 0.0514
O -0.379 12.4428 19.1782 -0.1245 -0.0817 0.2103
O 7.7779 7.8817 12.792 -0.413 0.0997 -0.0692
O 2.7186 11.1996 14.8386 -0.1337 0.2546 -0.2835
O 6.1787 6.3651 18.5618 0.1524 -0.1756 0.1642
O 1.0522 6.868 15.2724 0.1094 -0.3412 -0.0031
O 8.3416 11.119 11.637 -0.1552 0.1062 -0.064
O 6.2568 9.5673 11.3869 0.1723 -0.0726 -0.1776
O 0.6634 10.1232 15.9631 -0.2377 0.2074 -0.0966
O 5.6611 5.5908 13.9957 -0.1481 -0.0413 -0.1826
O 10.8632 13.7337 16.8922 -0.0367 -0.0662 0.2732
O -0.1212 1.7686 14.0293 0.4086 0.0795 -0.0037
O 3.7224 13.0799 10.3145 0.0954 -0.2537 0.0472
O 7.1981 11.6165 16.1886 0.0248 0.1809 -0.1395
O 2.3558 4.9933 13.9863 -0.2453 0.1597 0.1587
O -0.6878 3.9571 18.9593 0.1083 -0.168 0.4383
O 1.0028 6.4133 17.9206 0.0444 -0.2601 -0.0508
O 4.8405 4.1309 19.1103 0.027 -0.253 -0.0955
O 8.0335 15.8843 17.5149 -0.276 0.0971 0.3049
O -3.0625 7.332 17.819 0.1227 -0.1985 0.0717
O 4.8633 4.9528 16.6249 -0.3853 -0.2733 0.2665
O 9.723 11.0219 16.3083 0.1573 -0.187 0.0536
O 7.1604 7.1683 10.3883 -0.1254 0.3488 -0.4645
O 6.8496 14.1612 15.6864 -0.269 0.0536 0.3781
O 4.9251 12.8049 16.9622 -0.1293 0.4843 0.1026
O 1.4662 7.0196 12.5834 0.1638 -0.3091 -0.3016
O 5.9727 8.0682 14.7122 0.1367 -0.2077 -0.416
O -2.7957 12.0797 14.0792 0.0716 -0.1606 -0.0848
O 3.7954 11.7406 12.5377 -0.1607 0.112 -0.1391
O -0.9811 14.7053 14.5006 0.3149 0.075 0.0451
O 6.5655 16.8039 15.6269 0.0982 -0.2301 0.0979
O -3.2026 4.839 18.6349 0.1616 -0.0162 0.3612
O 7.2301 18.7685 13.8772 -0.4169 -0.159 -0.0342
O 0.711 10.3934 13.2058 -0.0124 0.2433 -0.1629
O 8.1155 9.6224 14.755 0.0099 -0.0126 -0.0563
O -0.5974 9.9544 18.3833 -0.0903 0.2913 0.2456
O 0.301 12.4221 14.7835 0.14 0.0769 0.1203
O -2.6934 13.5046 18.7941 0.096 0.149 0.1701
O 8.3921 7.0409 15.1936 0.0046 0.2725 0.0916
O 0.8442 4.3647 16.1646 0.436 0.1641 -0.3685
O 3.1235 13.716 14.317 -0.0945 0.0997 0.1859
O 7.7152 10.1257 -1.1081 -0.3392 0.4126 0.1375
O 3.7222 11.6173 -3.3905 -0.152 -0.1196 0.3391
O 0.3226 18.9076 21.2732 0.0592 -0.2525 0.118
O 3.5061 7.3072 14.2969 -0.1266 -0.3127 -0.2813
O -0.9047 12.1931 12.1753 0.111 -0.2562 -0.077
O 5.297 12.2096 14.508 -0.3031 0.155 0.017
O 4.3179 2.4294 17.1375 -0.0017 0.3255 0.2124
O 5.4411 15.2899 17.5661 -0.2017 -0.184 0.0905
O 8.9545 2.3414 19.3666 -0.0458 0.0826 0.1632
O 2.1041 9.613 -3.7313 0.1592 -0.078 0.1197
O 10.3015 8.4635 16.327 0.0079 0.1034 0.1536
O 6.6388 16.3007 13.1153 0.0184 0.0694 -0.2318
O 4.7813 3.2078 14.5723 -0.3271 0.2171 0.0542
O -3.8793 15.5763 20.0764 -0.0541 -0.1433 -0.1525

Results
free energy: -63112.723 eV
free energy less fixed offsets of O -463.61, Si -117.95 eV per atom: -19.203 eV
pressure: -1.20 GPa
stress xx, yy, zz, yz, xz, xy (GPa, positive in tension): 1.36, 0.13, 2.12, -0.07, -0.21, -0.41
